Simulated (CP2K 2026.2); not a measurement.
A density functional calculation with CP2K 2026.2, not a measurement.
Periodic cell of 512 atoms, Si360O152, from a study of silicon, its oxide and their interface. The atomic structure is a simulated model.
Doubt: the forces sum to 1.55 eV/angstrom along one axis rather than to zero, so they err by at least 0.0030 eV/angstrom per atom on average; the grid cutoff is modest.

Settings
functional: PBE
method: Gaussian and plane waves
basis set: DZVP-MOLOPT-SR-GTH
pseudopotentials: GTH-PBE
grid cutoff: 300 Ry, relative cutoff 40 Ry
k points: Gamma only
occupations: fixed
spin: none
net charge: 0

Cell vectors (angstrom)
a	16.32	0	0
b	0	16.32	0
c	-1.2079	6.0132	33.7125

Atoms and the computed forces on them: element, x, y, z (angstrom), force x, y, z (eV/angstrom)
Si	-1.938	-0.845	0.119	-0.122	0.082	0.643
Si	0.626	1.901	0.171	-0.099	0.137	0.653
Si	-0.076	5.46	1.402	0	0.003	0.035
Si	0.848	7.271	0.158	-0.014	0.036	-0.037
Si	-0.898	-7.353	0.214	0.031	-0.02	-0.003
Si	1.866	-4.748	0.087	0.008	-0.011	0.022
Si	4.623	-2.037	0.194	0.07	-0.068	0.066
Si	-8.94	1.493	-0.46	0.33	0.279	0.556
Si	3.515	3.988	-0.584	-0.299	-0.387	0.485
Si	7.47	6.32	0.013	0.045	-0.079	0.026
Si	3.693	9.963	0.204	-0.332	0.137	0.477
Si	-9.899	-3.709	0.331	-0.332	0.318	0.5
Si	-6.85	-0.629	-1.696	0.117	-0.273	0.606
Si	-3.617	0.847	0.232	-0.012	0.024	-0.027
Si	-7.086	4.639	0.148	0.011	-0.045	-0.027
Si	-3.986	6.461	-2.002	-0.219	0.353	0.538
Si	-6.509	-6.968	0.028	0.263	-0.288	0.38
Si	-4.64	-3.584	-0.01	-0.071	0.147	0.572
Si	-0.153	0.044	1.367	0.015	-0.04	-0.052
Si	2.562	2.742	1.19	-0.008	-0.066	-0.044
Si	-1.015	3.64	0.184	0.02	0	-0.051
Si	2.666	8.186	1.38	0.052	0.022	-0.048
Si	0.105	-5.593	1.415	-0.001	0.018	-0.018
Si	2.744	-2.905	1.315	-0.003	-0.003	-0.012
Si	5.399	-0.162	1.355	-0.25	-0.28	0.44
Si	-7.99	2.765	1.275	0.029	-0.096	-0.044
Si	5.643	5.495	1.285	0.309	0.223	0.418
Si	-8.074	8.153	1.3	-0.059	0.038	-0.018
Si	5.344	-5.381	1.561	0.005	0.005	-0.061
Si	-8.131	-2.668	1.474	0.007	0.009	0.018
Si	-5.326	-0.123	1.506	-0.009	0.021	0.046
Si	-2.725	2.666	1.429	-0.03	-0.004	-0.033
Si	-5.436	5.718	1.364	0.048	0.032	-0.003
Si	-2.808	8.173	1.331	-0.03	-0.019	-0.04
Si	-5.446	-5.355	1.354	0.018	0.017	-0.012
Si	-2.815	-2.705	1.273	0.023	-0.021	-0.087
Si	-1.385	1.369	2.873	-0.046	0.031	-0.052
Si	1.403	4.157	2.701	-0.01	0.011	-0.041
Si	-1.517	6.742	2.739	0.002	0.004	-0.029
Si	1.379	9.459	2.894	0.02	0.015	-0.038
Si	-1.349	-4.098	2.569	-0.032	0.015	-0.001
Si	1.342	-1.393	2.549	0.036	0.018	-0.001
Si	3.993	1.339	2.543	0.02	0.02	-0.018
Si	6.807	3.972	2.663	-0.016	0.031	-0.087
Si	4.156	6.812	2.626	-0.007	-0.023	-0.009
Si	6.803	-6.842	2.668	0.032	-0.025	0.021
Si	4.019	-4.061	2.929	-0.063	0.059	-0.027
Si	-9.442	-1.266	2.819	-0.067	0.017	-0.065
Si	-6.713	1.373	2.688	-0.038	-0.003	-0.004
Si	-4.104	4.165	2.628	-0.028	0.001	-0.002
Si	-6.799	6.893	2.831	-0.012	-0.03	-0.003
Si	-4.037	-6.693	2.717	-0.007	-0.016	-0.012
Si	-6.85	-4.126	2.793	0.006	0.027	-0.052
Si	-4.028	-1.453	2.887	0.01	0.013	-0.033
Si	-2.707	-0.027	4.197	0.029	-0.031	0.021
Si	0.043	2.771	4.089	0.033	-0.007	-0.008
Si	-2.778	5.402	4.13	-0.015	-0.017	0.025
Si	-0.072	8.085	4.099	0.027	0.006	-0.031
Si	-2.667	-5.388	4.07	-0.006	0.018	0.007
Si	-0.003	-2.732	3.972	-0.013	0.016	0.006
Si	2.683	-0.022	3.966	0.001	0.024	0.008
Si	5.391	2.655	3.99	-0.031	-0.032	-0.005
Si	2.792	5.469	4.041	0.001	0.007	0.016
Si	5.449	-8.165	4.059	-0.014	-0.012	0.018
Si	2.701	-5.469	4.23	0.007	0.01	0.016
Si	5.469	-2.664	4.136	-0.032	-0.013	-0.028
Si	-8.09	0.082	4.126	0.038	0.011	0.014
Si	-5.407	2.768	4.037	-0.019	-0.004	0.04
Si	-8.184	5.412	4.05	-0.004	0.019	-0.052
Si	-5.41	8.255	4.117	0.028	0.013	-0.053
Si	-8.194	-5.497	4.106	-0.009	0.004	-0.003
Si	-5.462	-2.781	4.159	0.02	0.008	-0.012
Si	-1.307	-1.4	5.453	0.008	-0.013	-0.012
Si	1.379	1.35	5.4	-0.002	-0.024	-0.008
Si	-1.355	4.079	5.458	-0.007	0.007	0.011
Si	1.368	6.77	5.422	-0.005	-0.011	-0.012
Si	-1.365	9.518	5.443	-0.015	0.012	-0.003
Si	1.31	-4.057	5.452	-0.023	0.017	-0.003
Si	4.06	-1.309	5.42	-0.021	0.01	-0.002
Si	6.777	1.381	5.426	0.003	0.007	-0.001
Si	4.1	4.059	5.394	0	-0.002	-0.009
Si	6.788	6.773	5.423	-0.012	0.022	-0.013
Si	4.112	-6.831	5.486	0.012	-0.015	0.008
Si	6.797	12.231	5.457	0.002	-0.006	-0.004
Si	-6.787	-1.35	5.471	0.005	0.022	-0.001
Si	-4.088	1.386	5.453	-0.032	0.041	0.001
Si	-6.803	4.084	5.418	0.036	-0.018	-0.01
Si	-4.101	6.822	5.457	0.017	-0.026	0.005
Si	-6.801	-6.782	5.49	0.005	0.002	0.015
Si	-4.058	-4.103	5.48	0.009	0.006	-0.006
Si	0.031	-0.003	6.788	0.001	-0.002	0.006
Si	2.735	2.711	6.768	0.002	-0.003	0.004
Si	0.013	5.434	6.807	0.018	-0.014	0.012
Si	2.712	-8.184	6.801	-0.012	0.002	0.004
Si	-0.021	-5.438	6.814	0.003	0.005	0.01
Si	2.707	-2.694	6.779	-0.002	0.004	0.006
Si	5.43	0.021	6.797	0.008	-0.004	0.005
Si	8.145	2.737	6.784	-0.031	0.006	-0.003
Si	5.434	5.419	6.786	-0.004	-0.002	0.011
Si	8.152	8.138	6.795	0.021	-0.012	0.006
Si	5.45	10.876	6.826	-0.007	-0.002	0.012
Si	8.159	-2.718	6.81	0.009	-0.001	0.006
Si	-5.439	0.02	6.818	0.007	-0.011	0.015
Si	-2.712	2.72	6.814	0.03	-0.022	0.015
Si	-5.457	5.447	6.797	-0.027	0.027	-0.002
Si	-2.724	8.165	6.812	0	0	-0.002
Si	-5.43	-5.44	6.844	0.001	0.008	0.002
Si	-2.701	-2.727	6.817	-0.014	0.012	-0.002
Si	-1.362	1.356	13.585	-0.007	-0.001	-0.008
Si	1.353	4.087	13.612	-0.002	0.011	-0.002
Si	-1.359	6.795	13.605	-0.004	-0.002	-0.002
Si	1.375	-6.793	13.603	-0.014	0.025	-0.005
Si	-1.35	-4.076	13.602	0.011	-0.003	0.001
Si	1.361	-1.363	13.6	0.019	-0.016	0.006
Si	4.081	1.361	13.602	-0.002	-0.008	0.006
Si	6.813	4.093	13.628	-0.006	0.008	0
Si	4.098	-9.5	13.608	0.011	-0.008	0
Si	6.778	9.511	13.596	0.014	-0.009	0.002
Si	4.067	-4.091	13.586	-0.01	0.019	0.001
Si	6.793	-1.361	13.591	0.001	0.001	-0.008
Si	-6.802	1.389	13.587	0.006	-0.001	-0.003
Si	-4.089	4.074	13.589	0.013	-0.01	0.002
Si	-6.812	6.781	13.595	0.004	0.002	0.002
Si	-4.084	9.51	13.618	0.008	-0.01	0.004
Si	-6.807	-4.084	13.595	-0.004	0.004	0.001
Si	-4.075	-1.358	13.583	-0.005	0.009	-0.007
Si	-2.702	-0.019	14.947	0.027	-0.015	-0.012
Si	-0.024	2.718	14.957	0	-0.023	-0.009
Si	-2.727	5.422	14.947	0.014	0.004	-0.001
Si	0.013	8.164	14.948	0.007	-0.015	-0.007
Si	-2.704	-5.442	14.956	0.019	0.013	-0.012
Si	-0.005	-2.706	14.973	-0.03	0.018	-0.003
Si	2.718	0	14.957	-0.002	0.002	-0.007
Si	5.453	2.711	14.962	-0.001	-0.004	-0.009
Si	2.732	5.462	14.946	-0.033	0.026	-0.014
Si	5.435	-8.142	15.005	-0.01	0.021	-0.004
Si	2.745	-5.454	14.984	0.008	-0.038	0.008
Si	5.419	-2.728	14.936	0.026	0.006	0.002
Si	-8.166	0.023	14.923	-0.02	0.006	-0.013
Si	-5.472	2.758	14.971	-0.017	0.01	0.002
Si	-8.135	5.439	15.013	0.003	-0.011	0.007
Si	-5.465	8.133	14.957	0.004	-0.011	-0.012
Si	-8.183	-5.448	14.938	-0.008	0.001	-0.009
Si	-5.43	-2.722	14.937	0.007	-0.008	-0.014
Si	-1.36	-1.358	16.375	-0.009	-0.005	0.009
Si	1.293	1.307	16.303	-0.015	-0.016	-0.032
Si	-1.342	4.112	16.324	-0.004	0.024	0.007
Si	1.426	6.868	16.313	0.009	0.046	-0.027
Si	-1.385	-6.85	16.309	-0.009	-0.006	-0.02
Si	1.377	-4.069	16.291	-0.01	0.021	0.002
Si	4.135	-1.309	16.304	0.009	-0.002	-0.008
Si	-9.46	1.398	16.333	0.008	0	-0.023
Si	4.049	4.052	16.278	0.025	-0.008	0.015
Si	-9.481	6.841	16.341	0.033	0.014	-0.01
Si	4.072	-6.809	16.42	-0.009	-0.017	-0.011
Si	-9.613	-4.156	16.287	-0.026	-0.027	-0.015
Si	-6.853	-1.386	16.243	0.001	0.007	0.016
Si	-4.088	1.36	16.229	0.013	-0.01	-0.016
Si	-6.804	4.082	16.441	-0.004	0.011	0.005
Si	-4.159	6.701	16.301	0.008	-0.025	-0.022
Si	-6.79	9.548	16.287	-0.002	-0.003	-0.003
Si	-4.013	-4.028	16.303	0.003	-0.008	-0.029
Si	-0.031	0.001	17.778	0.05	0.023	-0.002
Si	2.645	2.674	17.599	-0.004	0.025	0.031
Si	0.088	5.511	17.625	-0.033	-0.053	0.033
Si	2.727	8.164	17.829	-0.036	-0.006	-0.007
Si	0.01	-5.468	17.605	0.023	0.001	0.056
Si	2.75	-2.662	17.606	-0.056	0.001	0.027
Si	5.524	0.051	17.682	-0.015	-0.043	0.014
Si	-8.153	2.704	17.821	-0.029	-0.038	0.003
Si	5.449	5.409	17.581	0.007	0.031	0.008
Si	-8.122	8.249	17.715	-0.026	-0.035	0.011
Si	5.416	-5.459	17.808	0.053	0.047	0.01
Si	-8.267	-2.766	17.541	0.008	0.031	0.029
Si	-5.457	-0.02	17.529	-0.006	0.005	0.044
Si	-2.763	2.723	17.596	0.01	-0.041	0.04
Si	-5.448	5.427	17.848	0.036	0.048	0.02
Si	-2.804	-8.271	17.594	0.037	0.022	0.023
Si	-5.38	-5.401	17.583	-0.028	-0.027	0.013
Si	-2.687	-2.719	17.771	-0.017	-0.024	-0.014
Si	-0.45	3.23	20.21	0.001	0.011	0.028
Si	1.385	4.091	18.992	0.016	0.025	0.021
Si	-2.216	4.916	20.192	0.221	-0.132	-0.66
Si	1.307	-6.743	19.136	0.013	0.012	0.09
Si	-1.277	-4.137	19.057	-0.004	0.038	0.074
Si	1.42	-1.362	19.06	0.008	0.022	0.063
Si	4.086	1.424	18.954	0.03	0.032	0.037
Si	-9.576	4.136	19.084	0.004	-0.007	0.057
Si	5.953	7.593	20.285	0.239	-0.105	-0.659
Si	-9.487	9.539	19.199	-0.015	-0.021	0.065
Si	4.017	-4.008	19.059	-0.023	-0.013	0.054
Si	6.838	-1.407	19.024	-0.076	0.007	0.04
Si	-6.724	1.243	19.053	0.002	0.047	0.075
Si	-4.079	3.949	19.142	-0.049	-0.083	0.069
Si	-6.776	6.925	19.153	-0.014	0.022	0.07
Si	-4.083	-6.823	18.932	-0.021	0.03	0.002
Si	-6.811	-4.04	18.831	-0.016	-0.035	0.015
Si	-4.135	-1.296	18.983	0.02	0.001	0.095
Si	-3.225	0.483	20.241	0.025	-0.007	0.003
Si	-1.437	1.437	19.043	-0.002	-0.053	0.044
Si	-1.378	6.766	18.962	0.018	0.011	0.044
Si	-0.591	8.626	20.188	-0.031	0.127	-0.74
Si	-2.286	-5.987	20.146	0.251	-0.031	-0.536
Si	0.538	-3.181	20.258	0.008	-0.023	-0.063
Si	3.021	-0.15	20.318	-0.174	-0.007	-0.741
Si	4.944	3.171	20.301	-0.203	0.27	-0.547
Si	3.175	4.947	20.312	0.023	-0.046	-0.005
Si	4.154	6.697	19.048	-0.01	0.037	0.058
Si	2.214	-4.865	20.317	-0.231	0.04	-0.648
Si	5.178	-2.433	20.379	0.163	-0.111	-0.784
Si	-8.203	-0.417	22.459	0.215	0.011	-0.616
Si	-4.98	2.081	20.412	0.142	-0.019	-0.63
Si	-8.58	5.919	20.264	-0.215	0.255	-0.607
Si	-5.639	-7.71	20.47	0.084	-0.217	-0.734
Si	-7.864	-5.449	20.365	-0.218	0.022	-0.696
Si	1.644	-2.048	-6.371	0.052	0.046	-0.001
Si	-2.56	-4.948	22.946	0.008	-0.029	0.05
Si	-3.662	6.268	25.307	-0.09	-0.026	0.024
Si	-2.596	-0.54	22.222	-0.258	0.338	-0.646
Si	-0.052	-4.466	-6.827	-0.003	-0.006	0.041
Si	-4.699	-2.868	22.935	0.031	-0.14	-0.089
Si	0.087	3.119	22.487	-0.157	0.029	-0.735
Si	-10.199	7.969	23.295	-0.128	-0.069	-0.114
Si	4.607	-1.887	-6.926	-0.02	-0.006	-0.035
Si	-7.779	6.147	23.22	-0.141	-0.159	-0.195
Si	4.054	6.234	24.785	-0.062	0.004	-0.109
Si	4.977	6.93	-5.964	0.029	0.018	0.026
Si	-9.663	-5.674	24.608	0.06	0.026	-0.048
Si	-1.977	5.092	23.211	0.021	-0.016	-0.195
Si	2.261	-4.739	23.454	-0.044	0.038	-0.095
Si	-5.347	7.98	23.421	0.012	0.053	0.019
Si	-7.961	3.438	24.471	0.028	-0.016	-0.037
Si	-3.112	-7.338	-6.645	-0.04	-0.066	-0.039
Si	-5.906	-2.338	20.139	-0.073	0.36	-0.49
Si	-4.428	1.305	-1.888	0.218	-0.17	0.56
Si	-1.401	4.64	-1.893	-0.021	-0.506	0.546
Si	-7.203	3.505	-4.511	0.065	0.047	0.055
Si	-3.83	-4.926	-2.801	-0.012	0.112	0.101
Si	-6.026	4.101	-1.869	-0.311	0.18	0.581
Si	2.002	-6.823	-6.429	0.003	0.027	-0.049
Si	2.259	5.427	22.426	0.155	-0.056	-0.669
Si	-10.479	-1.142	-4.095	0.06	0.037	-0.082
Si	-1.961	-3.242	-4.798	-0.083	0.008	-0.037
Si	4.543	2.051	-6.852	0.052	0.01	0.014
Si	2.042	2.035	-5.128	-0.108	0.026	0.052
Si	-10.076	-6.571	-6.814	0.11	-0.023	0.031
Si	-8.1	-2.832	-3.653	0.063	-0.116	0.167
Si	-6.589	-3.026	-6.329	0.064	0.011	0.017
Si	-5.897	1.547	23.456	0.002	-0.015	-0.291
Si	3.915	-5.5	25.763	0.092	0.007	-0.054
Si	-4.31	3.321	-5.76	0.01	0.045	0.089
Si	3.844	-1.245	-1.824	0.281	-0.15	0.584
Si	-10.096	1.943	22.983	-0.091	-0.069	-0.151
Si	2.78	-3.423	-3.777	0.007	-0.099	-0.057
Si	-6.23	-3	25.49	0.028	0	0.066
Si	0.897	4.569	-5.989	-0.08	-0.019	0.045
Si	-9.66	6.356	-2.204	0.319	0.027	0.63
Si	-1.433	-6.665	-1.922	0.098	-0.221	0.583
Si	-1.846	4.708	-4.722	-0.064	-0.091	0.029
Si	-5.36	-5.77	-5.306	0.113	-0.007	0.112
Si	5.328	-7.18	-2.469	0.053	0.128	0.154
Si	4.446	-5.604	-4.911	-0.072	-0.032	0.068
Si	-10.611	3.313	-2.41	-0.045	-0.119	0.077
Si	1.542	0.588	-2.39	-0.096	0.035	0.153
Si	0.787	-4.435	-1.968	0.387	-0.085	0.644
Si	-2.959	0.817	-4.548	-0.043	0.031	0.112
Si	2.118	7.116	-4.689	-0.014	-0.068	0.073
Si	1.329	-2.009	24.422	-0.033	-0.061	0.096
Si	-2.211	7.678	-4.02	-0.184	-0.002	0.058
Si	-3.907	-1.391	-6.208	0.111	-0.047	0.027
Si	-3.237	0.506	24.888	-0.072	0.006	0.011
Si	-8.451	-5.372	-1.988	0.074	-0.018	0.143
Si	-6.671	-6.163	25.183	0.054	0.05	-0.003
Si	4.054	1.618	25.11	-0.014	0.006	0.034
Si	-0.548	-2.63	22.247	0.559	-0.122	-0.459
Si	-8.597	6.176	-4.89	0.052	0.03	0.132
Si	-9.161	-3.433	22.53	0.061	0.093	-0.239
Si	-0.277	-6.191	24.571	-0.095	0.034	-0.095
Si	-4.678	7.536	-0.035	-0.038	0.03	0.034
Si	1.38	6.108	-1.796	-0.046	0.414	0.534
Si	-6.309	-1.816	0.216	0.006	0.004	-0.038
Si	0.025	7.494	23.067	-0.055	0.064	-0.156
Si	-7.296	-7.767	-6.546	0.067	0.039	-0.011
Si	-7.622	-0.59	20.223	0.061	-0.02	-0.052
Si	1.874	0.829	23.1	0.002	-0.095	-0.103
Si	-9.593	1.658	-4.84	-0.05	0.065	0.116
Si	-0.359	0.438	-6.142	-0.088	-0.08	0.097
Si	-0.572	-1.678	-2.535	-0.124	-0.027	0.192
Si	-1.346	1.349	8.153	-0.003	-0.017	0.007
Si	1.371	4.062	8.151	-0.021	-0.017	0.003
Si	-1.348	6.806	8.16	0.02	0.018	-0.001
Si	1.36	-6.801	8.153	0.02	0.011	0.002
Si	-1.37	-4.091	8.188	-0.019	-0.004	0.003
Si	1.372	-1.348	8.168	0.001	0.022	-0.001
Si	4.083	1.377	8.162	0.017	0.01	0.008
Si	6.799	4.086	8.161	0.025	0.013	0.017
Si	4.072	6.777	8.154	-0.015	-0.016	-0.005
Si	6.81	9.51	8.168	0.003	0.009	-0.004
Si	4.068	-4.069	8.143	-0.002	-0.008	0.006
Si	6.786	-1.356	8.154	-0.034	-0.017	0.002
Si	-6.823	1.37	8.154	-0.008	-0.004	-0.002
Si	-4.082	4.091	8.153	-0.002	0.005	-0.009
Si	-6.81	6.795	8.168	-0.01	-0.023	0.01
Si	-4.081	-6.811	8.19	-0.021	-0.017	0.009
Si	-6.794	-4.066	8.18	0.021	0.009	0.002
Si	-4.066	-1.351	8.161	0.034	0.012	0
Si	-2.706	-0.001	9.521	-0.002	-0.001	0.002
Si	0.006	2.713	9.517	0.007	-0.011	-0.001
Si	-2.717	5.446	9.516	0	-0.003	0.003
Si	0.006	-8.156	9.527	-0.009	0.007	0.001
Si	-2.724	-5.448	9.547	0.003	0.003	0.001
Si	0.002	-2.715	9.516	0.006	-0.011	0
Si	2.728	0.011	9.525	0.002	-0.01	0.007
Si	5.44	2.731	9.526	-0.009	0	0.008
Si	2.721	5.426	9.525	0.013	-0.003	0.005
Si	5.432	8.15	9.51	0.001	-0.007	-0.002
Si	2.719	-5.437	9.507	-0.016	0.007	-0.001
Si	5.431	-2.72	9.514	0	0.007	0.002
Si	-8.174	0.007	9.518	0.012	0.005	0.009
Si	-5.449	2.727	9.505	-0.004	0.001	0
Si	-8.166	5.44	9.524	-0.009	0.012	-0.002
Si	-5.449	8.15	9.533	0.006	0.001	0.001
Si	-8.153	-5.444	9.527	0.008	-0.011	0.003
Si	-5.431	-2.707	9.531	-0.007	0.01	-0.002
Si	-1.352	-1.361	10.884	-0.004	-0.001	-0.002
Si	1.37	1.368	10.886	-0.006	-0.005	0.001
Si	-1.363	4.075	10.873	0.003	-0.005	-0.003
Si	1.363	-9.526	10.884	0.002	0.001	-0.002
Si	-1.351	-6.8	10.898	-0.005	0.003	0.004
Si	1.359	-4.08	10.867	0.002	0	-0.006
Si	4.075	-1.363	10.88	0.006	0	0
Si	6.791	1.364	10.885	-0.01	0.005	0.002
Si	4.086	4.088	10.898	0.003	0	0.005
Si	6.791	6.797	10.875	0.015	-0.012	0.001
Si	4.078	9.52	10.866	-0.006	0.01	-0.006
Si	6.8	-4.078	10.874	-0.013	-0.003	-0.008
Si	-6.8	-1.343	10.879	0.004	-0.004	0.001
Si	-4.083	1.363	10.858	0.01	-0.006	-0.009
Si	-6.801	4.083	10.876	-0.006	0.005	-0.003
Si	-4.074	6.801	10.885	-0.012	0.003	-0.004
Si	-6.808	9.509	10.895	0.013	-0.005	0.001
Si	-4.088	-4.085	10.893	0.006	-0.002	0.002
Si	0.011	0.003	12.238	0.017	0.007	0.003
Si	2.723	2.732	12.254	0.014	0.003	-0.004
Si	-0.006	5.434	12.238	-0.017	-0.012	0.002
Si	2.727	-8.158	12.238	0	-0.003	0.012
Si	0.015	-5.431	12.244	0.012	0.02	-0.007
Si	2.708	-2.728	12.233	-0.023	-0.015	-0.012
Si	5.429	-0.004	12.238	-0.015	-0.025	-0.003
Si	8.15	2.736	12.237	0.01	-0.007	0.006
Si	5.452	5.448	12.258	0.005	0.014	-0.005
Si	8.141	8.146	12.245	-0.031	-0.014	-0.009
Si	5.437	10.88	12.228	0.019	-0.002	0.003
Si	8.164	-2.713	12.232	0.016	0.017	-0.003
Si	-5.436	0.02	12.236	0.009	0.015	0.002
Si	-2.731	2.711	12.228	-0.027	-0.012	-0.006
Si	-5.439	5.44	12.233	0.015	0.003	0.002
Si	-2.717	8.162	12.252	0.016	0.01	-0.001
Si	-5.446	-5.454	12.251	-0.017	-0.008	0.001
Si	-2.716	-2.726	12.238	-0.003	-0.012	0.002
O	-10.193	0.664	0.133	-0.089	-0.101	-0.278
O	4.694	4.845	0.117	0.231	-0.086	-0.326
O	-5.405	2.116	22.009	-0.224	0.109	0.159
O	-10.216	-6.764	23.55	-0.111	0.183	-0.386
O	-0.511	-8.012	21.788	-0.14	0.373	0.365
O	-2.31	0.276	23.586	0.628	0.468	0.197
O	2.444	0.678	21.596	-0.09	0.386	0.106
O	1.195	-1.764	26.017	0.094	-0.412	0.127
O	-8.671	7.48	23.349	0.349	0.477	0.049
O	5.361	2.521	21.751	0.178	-0.176	0.026
O	-9.501	0.108	-4.392	0.41	-0.037	-0.03
O	2.626	-4.984	21.903	0.602	-0.064	0.327
O	3.43	1.59	-5.797	0.192	-0.344	0.043
O	-9.46	-4.224	23.91	-0.117	0.233	0.279
O	3.109	-2.52	-2.497	-0.335	-0.333	0.062
O	-8.113	5.47	21.785	0.071	-0.512	0.272
O	-4.788	3.405	-7.28	-0.184	-0.275	-0.315
O	-5.532	-3.077	21.567	-0.173	-0.311	0.104
O	-5.591	0.228	-2.278	-0.039	-0.084	-0.237
O	-5.041	2.809	-1.803	0.352	0.05	0.26
O	-3.465	1.976	-5.546	0.28	-0.044	-0.263
O	0.477	1.64	23.026	-0.587	-0.113	0.309
O	-9.51	2.625	-1.456	0.24	0.313	-0.143
O	2.345	-3.184	23.935	0.36	0.248	0.159
O	2.747	-0.077	-1.536	0.199	0.151	0.601
O	-2.265	-7.714	-5.332	0.443	0.118	-0.094
O	-7.921	7.286	-5.809	-0.19	0.071	-0.049
O	-8.01	5.046	24.373	-0.266	0.301	0.357
O	-0.958	6.303	23.511	0.273	-0.133	0.329
O	-7.876	-4.368	-3.142	0.406	-0.183	-0.429
O	4.478	-6.751	-3.772	-0.23	-0.166	0.179
O	-1.24	-7.905	-2.955	0.388	-0.171	-0.216
O	-3.311	4.538	-5.389	-0.183	0.498	-0.206
O	0.76	-5.278	23.724	-0.101	0.022	-0.425
O	-2.843	-5.928	21.7	-0.59	-0.216	0.344
O	1.748	-0.633	23.721	0.3	-0.041	-0.124
O	0.534	-0.566	-2.869	0.121	-0.016	-0.514
O	1.892	3.641	-5.101	0.416	0.237	0.463
O	-5.712	-2.391	24.091	-0.202	0.321	-0.131
O	4.423	-6.751	-1.209	-0.334	0.063	-0.212
O	-1.664	-3.775	22.329	-0.108	-0.046	-0.27
O	2.453	4.982	-1.303	-0.013	0.01	-0.127
O	1.317	4.149	22.781	0.192	-0.112	0.089
O	-9.258	-4.366	-1.018	-0.074	0.205	-0.307
O	0.067	-7.748	24.271	-0.079	-0.108	0.277
O	-8.286	-6.243	25.227	-0.144	-0.201	0.249
O	-4.996	-5.563	-3.736	-0.59	-0.215	0.131
O	-1.816	3.906	-3.297	0.056	-0.545	-0.056
O	-0.41	-5.471	-2.276	0.106	0.035	-0.208
O	-4.166	7.566	24.46	0.451	0.258	-0.009
O	-6.482	2.81	24.281	0.281	0.104	0.065
O	-10.491	2.589	-3.854	-0.081	0.002	0.012
O	-5.119	5.358	-2.398	-0.065	0.095	-0.565
O	-1.283	-2.081	-3.914	-0.225	0.514	-0.394
O	-8.012	0.463	-1.317	-0.162	0.271	-0.137
O	-2.956	-6.101	-2.104	-0.297	-0.197	0.254
O	-4.789	5.562	26.228	-0.287	0.264	-0.222
O	-5.65	3.307	-4.871	0.32	-0.188	0.205
O	-3.254	1.227	-3.014	0.508	0.026	0.132
O	-8.471	6.557	-3.314	0.325	0.374	0.187
O	3.044	7.302	25.463	-0.369	0.083	-0.168
O	-4.674	1.001	24.351	-0.207	-0.325	0.161
O	-6.757	-6.561	20.867	0.135	0.045	0.443
O	-7.618	-2.278	25.915	-0.43	0.232	-0.141
O	2.075	-2.504	-4.884	-0.058	0.323	0.48
O	3.012	-1.563	-7.113	-0.2	0.511	-0.389
O	3.707	2.594	26.356	-0.102	-0.233	0.211
O	-10.539	-3.102	21.742	-0.532	-0.287	0.198
O	-9.538	-6.453	-2.516	0.362	0.045	-0.483
O	-2.424	1.574	25.772	-0.224	0.593	-0.169
O	-10.786	-5.539	25.765	0.069	-0.247	0.316
O	-6.333	-4.589	25.272	-0.073	0.169	0.068
O	1.033	-3.315	-7.161	0.209	-0.04	-0.485
O	-8.507	2.995	25.93	-0.733	-0.145	0.079
O	3.359	-5.597	24.257	0.367	-0.349	-0.291
O	-2.907	-4.072	-3.801	-0.017	0.082	-0.115
O	-5.985	-4.463	-5.975	0.144	-0.033	-0.213
O	-10.323	4.901	-2.517	-0.457	0.012	-0.448
O	-2.579	5.736	-1.581	0.166	-0.079	0.253
O	0.133	-2.956	-1.85	0.291	0.026	0.121
O	-8.803	2.864	23.221	0.016	0.412	-0.304
O	-1.39	0.547	-4.88	0.383	0.114	0.349
O	-7.857	4.788	-5.231	-0.333	-0.133	-0.703
O	-4.896	-8.121	21.872	0.611	-0.142	0.153
O	-6.409	-6.984	-5.448	-0.252	-0.017	0.544
O	-9.594	0.414	22.718	-0.435	-0.182	0.145
O	2.85	1.676	24.051	-0.015	0.181	0.248
O	-7.222	3.771	-2.916	-0.684	-0.333	0.22
O	-2.611	5.301	21.74	-0.202	0.471	0.127
O	5.445	7.739	21.848	-0.315	-0.053	0.223
O	1.607	-7.743	-5.162	-0.158	0.333	0.405
O	4.332	0.098	25.601	-0.065	-0.231	-0.516
O	-1.203	-1.228	21.751	0.148	0.428	-0.516
O	4.227	3.11	-1.768	-0.117	-0.103	-0.513
O	4.479	3.633	-7.067	-0.165	0.208	0.335
O	-0.658	4.208	-5.689	-0.119	-0.204	-0.37
O	3.696	6.999	-5.009	0.277	-0.058	0.373
O	4.574	6.172	-7.319	-0.253	0.198	-0.263
O	-3.938	7.656	-7.069	0.114	-0.499	0.382
O	-8.073	2.205	-4.901	0.221	-0.251	0.094
O	-10.175	6.095	-5.227	-0.155	-0.344	0.019
O	5.376	2.09	24.336	0.305	0.014	0.492
O	-1.212	3.667	23.299	-0.165	-0.293	0.578
O	-6.275	6.663	23.374	0.243	-0.418	0.186
O	-7.277	-1.73	-2.801	0.278	-0.146	-0.223
O	4.872	-0.637	-2.912	0.192	0.669	-0.035
O	-3.655	-1.685	22.653	0.121	0.161	0.177
O	0.454	-0.962	-6.25	-0.141	-0.122	-0.09
O	-1.658	-1.111	-1.482	-0.334	0.329	-0.456
O	4.12	-1.26	20.842	0.175	0.001	0.488
O	-3.429	-0.823	25.814	0.077	-0.332	0.035
O	4.331	5.073	25.867	0.54	-0.268	-0.262
O	-3.161	5.12	24.286	-0.187	-0.389	-0.069
O	-2.42	6.728	26.233	0.333	0.499	-0.237
O	1.25	6.071	-5.554	-0.117	0.235	-0.094
O	-0.795	-4.182	-5.41	0.058	-0.175	0.183
O	-1.783	-5.746	24.124	-0.227	-0.243	0.592
O	-0.068	-5.936	26.143	0.372	-0.087	-0.06
O	-10.768	7.536	-2.418	-0.626	-0.11	-0.301
O	-3.661	7.395	-3.311	-0.539	0.261	-0.153
O	-6.079	-6.967	23.904	-0.233	0.172	-0.469
O	1.931	6.903	-3.097	0.09	0.027	0.056
O	-10.79	-7.954	-6.418	-0.142	-0.027	-0.092
O	0.748	-5.874	-6.801	-0.195	-0.173	-0.202
O	-4.42	-3.996	-1.604	0.14	0.041	-0.196
O	1.435	6.821	22.632	0.34	0.429	0.081
O	-9.659	-2.424	-3.555	-0.415	-0.637	0.156
O	4.119	-4.152	-4.294	0.589	0.455	-0.15
O	4.991	-1.586	-5.39	-0.136	-0.187	0.053
O	-2.825	-2.59	-6.01	0.122	-0.357	-0.312
O	2.063	1.378	-3.674	0.169	-0.066	0.062
O	-10.394	-5.557	-5.582	0.349	0.534	0.046
O	-3.831	-0.504	-4.86	-0.063	-0.22	0.236
O	-8.308	-4.482	21.616	0.273	0.014	0.536
O	5.369	7.069	24.395	0.316	-0.05	0.386
O	-10.303	1.684	-6.292	0.408	0.018	-0.139
O	0.802	1.65	-1.442	-0.371	0.255	-0.278
O	-6.993	0.342	23.275	0.007	-0.144	0.375
O	-3.947	-4.236	23.409	0.026	-0.45	0.432
O	-8.431	-2.005	22.86	0.029	-0.03	0.088
O	0.018	5.352	-2.24	-0.053	-0.096	-0.343
O	-7.235	-6.203	-1.274	0.241	-0.012	-0.346
O	3.294	-5.934	-6.008	0.109	-0.058	-0.075
O	0.781	1.555	-6.004	-0.339	0.347	-0.172
O	-8.497	-6.805	-7.067	0.132	0.361	-0.346
O	-0.096	-2.434	23.795	-0.561	-0.248	0.368
O	1.75	-4.558	-3.272	-0.022	-0.809	-0.492
O	-7.672	-2.678	-5.197	-0.374	0.253	-0.273
O	-1.581	6.27	-4.451	0.569	0.127	-0.175
O	3.472	5.497	23.485	0.475	-0.347	0.053
O	-5.397	-1.946	-6.365	-0.008	0.137	-0.176
O	-4.063	-6.111	-6.206	0.259	0.568	0.026

Results
total energy: -105165.109 eV
total energy less fixed offsets of O -438.25, Si -107.07 eV per atom: -5.909 eV
